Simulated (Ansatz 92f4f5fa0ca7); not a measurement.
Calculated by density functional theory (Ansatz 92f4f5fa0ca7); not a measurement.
Periodic cell of 285 atoms, Si195O90, from a study of silicon, its oxide and their interface. The atomic structure is a simulated model.
Doubt: the cutoff is far below the 930 eV that the study's wrapper takes by default for these files, so forces and energies are approximate.
This geometry differs little from another in the collection (a relaxation step or a small displacement).

Settings: functional PBE; potential files Ansatz PAW; basis plane waves; wave-function cutoff 580 eV; density cutoff ratio 5; exchange-correlation grid ratio 1; k mesh 1 x 1 x 1, Gamma-centred; self-consistency stop 5e-08 eV per atom in the density residual; occupations fixed; spin none; net charge 0.

Cell vectors (angstrom)
a, 11.6015, 0, 0
b, 0, 10.938, 0
c, 0, 0, 40.2905

Atoms and the computed forces on them: element, x, y, z (angstrom), force x, y, z (eV/angstrom)
Si, 0, 0, 0.9665, 0.0009, 0.0571, -0.0038
Si, 3.8672, 0, 0.9665, 0.0037, 0.0206, 0.0053
Si, 7.7343, 0, 0.9665, -0.0013, 0.0367, 0.0027
Si, 1.9336, 1.3673, 0.9665, 0.0041, -0.055, 0.003
Si, 5.8008, 1.3673, 0.9665, 0.0005, -0.0008, 0.0048
Si, 9.6679, 1.3673, 0.9665, -0.0073, -0.0662, -0.0008
Si, 0, 5.469, 0.9665, -0.004, 0.0919, -0.0106
Si, 3.8672, 5.469, 0.9665, -0.0005, 0.0279, -0.0048
Si, 7.7343, 5.469, 0.9665, 0.0062, 0.05, 0.0125
Si, 1.9336, 6.8362, 0.9665, 0.01, -0.0696, -0.0194
Si, 5.8008, 6.8362, 0.9665, 0.0002, -0.0423, -0.0032
Si, 9.6679, 6.8362, 0.9665, -0.0105, 0.0205, 0.0174
Si, 1.9336, 2.7345, 39.3234, 0.0137, 0.0612, -0.0103
Si, 5.8008, 2.7345, 39.3234, -0.0089, -0.0077, 0.0086
Si, 9.6679, 2.7345, 39.3234, 0.0096, 0.0571, 0.0161
Si, 0, 4.1018, 39.3234, -0.0155, -0.1437, -0.063
Si, 3.8672, 4.1018, 39.3234, 0.0159, -0.0292, 0.0037
Si, 7.7343, 4.1018, 39.3234, 0.0155, -0.0325, 0.0034
Si, 1.9336, 8.2035, 39.3234, 0.0137, 0.126, -0.0437
Si, 5.8008, 8.2035, 39.3234, -0.003, 0.0546, -0.0208
Si, 9.6679, 8.2035, 39.3234, 0.0176, -0.069, 0.0568
Si, 0, 9.5708, 39.3234, 0.0048, -0.0673, -0.0125
Si, 3.8672, 9.5708, 39.3234, 0.0026, 0.0052, 0.0228
Si, 7.7343, 9.5708, 39.3234, 0.0095, -0.0324, 0.0147
Si, 0, 0, 4.8337, -0.0417, 0.1095, 0.01
Si, 3.8672, 0, 4.8337, -0.0134, 0.0102, 0.0256
Si, 7.7343, 0, 4.8337, 0.0071, 0.0364, 0.0007
Si, 1.9336, 1.3673, 4.8337, -0.042, -0.0209, 0.0556
Si, 5.8008, 1.3673, 4.8337, -0.0101, -0.0255, -0.1076
Si, 9.6679, 1.3673, 4.8337, -0.0019, -0.0341, 0.0986
Si, 0, 5.469, 4.8337, -0.0117, 0.0471, 0.1115
Si, 3.8672, 5.469, 4.8337, -0.0284, 0.0897, -0.1114
Si, 7.7343, 5.469, 4.8337, -0.0047, 0.0557, 0.1419
Si, 1.9336, 6.8362, 4.8337, -0.0416, 0.009, -0.006
Si, 5.8008, 6.8362, 4.8337, -0.0031, -0.0501, 0.0211
Si, 9.6679, 6.8362, 4.8337, 0.0032, 0.015, 0.0264
Si, 1.9336, 2.7345, 2.9001, 0.0077, 0.0524, -0.0015
Si, 5.8008, 2.7345, 2.9001, -0.0053, -0.0061, -0.0153
Si, 9.6679, 2.7345, 2.9001, -0.0184, 0.0663, 0.0162
Si, 0, 4.1018, 2.9001, -0.0027, -0.0759, 0.0062
Si, 3.8672, 4.1018, 2.9001, -0.009, -0.013, -0.0126
Si, 7.7343, 4.1018, 2.9001, -0.002, -0.0602, 0.0109
Si, 1.9336, 8.2035, 2.9001, -0.0067, 0.0408, -0.0124
Si, 5.8008, 8.2035, 2.9001, -0.006, 0.0435, 0.0061
Si, 9.6679, 8.2035, 2.9001, -0.0024, 0.0022, 0.0109
Si, 0, 9.5708, 2.9001, -0.0023, -0.0578, 0.0095
Si, 3.8672, 9.5708, 2.9001, -0.0071, -0.0155, -0.0082
Si, 7.7343, 9.5708, 2.9001, -0.0095, -0.0333, -0.0008
Si, -1.2322, -0.7623, 24.6229, -0.1238, -0.1054, -0.0282
Si, 0.6796, 0.6942, 25.3518, 0.0268, 0.2019, 0.0969
Si, 9.7595, -2.7843, 31.9438, -0.0175, 0.054, 0.0414
Si, 0.0598, -2.5238, 14.438, 0.0086, 0.02, 0.0121
Si, 6.8778, 6.7312, 29.7667, 0.1105, -0.0529, 0.1817
Si, 13.727, 2.5465, 31.2983, 0.1101, -0.1475, -0.0306
Si, -2.1789, 6.5957, 30.2353, 0.0803, 0.1019, 0.0864
Si, 2.1109, 8.569, 29.1824, -0.1513, -0.1462, 0.1956
Si, 9.7511, 2.8372, 31.4233, 0.0021, 0.1373, 0.1685
Si, 2.0156, 8.487, 31.5059, -0.033, -0.0053, 0.1071
Si, 8.6554, 3.4517, 25.2312, 0.0232, 0.0616, 0.0911
Si, 9.6419, 10.4536, 29.3569, -0.1027, -0.065, 0.2383
Si, 7.6025, 3.8238, 31.6035, -0.0774, 0.0775, 0.0918
Si, 5.8011, 2.357, 31.7459, -0.0523, -0.054, -0.0693
Si, 5.7793, 2.293, 29.318, 0.0779, 0.1216, 0.0953
Si, 4.0596, 4.0042, 31.5715, 0.0926, 0.1012, 0.0963
Si, 6.0183, 4.8387, 25.5813, 0.0701, -0.1379, 0.0505
Si, 11.7658, 3.1408, 30.0117, -0.0925, 0.1113, -0.1217
Si, 2.4405, 2.6915, 23.6569, -0.0159, 0.0031, 0.0656
Si, 11.5365, 9.6798, 31.6515, -0.01, 0.0901, -0.1008
Si, 15.1477, 11.2458, 29.4662, 0.0931, 0.1571, 0.1705
Si, 2.3482, 9.0217, 25.2166, -0.0279, -0.1239, 0.0407
Si, 7.6073, 9.62, 26.0489, -0.0638, 0.1332, 0.0838
Si, 10.8473, 4.9406, 31.2538, 0.017, -0.1631, -0.2092
Si, 0.0378, 0.112, 33.5338, -0.0603, 0.0618, 0.0195
Si, 3.8944, -0.0794, 33.6136, 0.0304, 0.0395, 0.0645
Si, 7.8508, 0.0537, 33.5694, -0.0216, 0.002, 0.0258
Si, 2.0089, 1.4176, 33.459, 0.0197, 0.0444, -0.0603
Si, 5.8231, 1.192, 33.7101, -0.0108, -0.0636, 0.0228
Si, 9.7351, 1.5063, 33.4507, -0.0284, -0.0207, -0.0022
Si, 0.0357, 5.5137, 33.4126, -0.0109, 0.1002, 0.0806
Si, 3.9088, 5.4624, 33.4512, 0.0571, -0.0869, -0.0522
Si, 7.7788, 5.3242, 33.5085, -0.0399, -0.0894, -0.0622
Si, 1.9768, 6.8716, 33.3441, 0.0348, 0.0293, -0.0592
Si, 5.9022, 6.7527, 33.5386, 0.0065, -0.0573, -0.0193
Si, 9.6793, 6.7479, 33.7563, 0.0128, -0.0052, -0.0602
Si, 1.9635, 2.7409, 35.4297, 0.0169, 0.0099, 0.0367
Si, 5.8028, 2.7443, 35.478, -0.0035, 0.0552, -0.0293
Si, 9.7018, 2.7617, 35.4532, -0.007, 0.0127, -0.0299
Si, 0.0406, 4.1207, 35.3903, 0.0109, -0.0282, -0.0477
Si, 3.8733, 4.1286, 35.4334, -0.0187, 0.036, 0.0071
Si, 7.7508, 4.0683, 35.4884, 0.0289, -0.0204, -0.0541
Si, 1.9288, 8.1531, 35.398, 0.0136, 0.0383, -0.006
Si, 5.8345, 8.19, 35.4447, -0.0203, 0.0022, -0.0276
Si, 9.6911, 8.2368, 35.5406, -0.0101, -0.0019, 0.0108
Si, 0.0318, 9.5912, 35.4345, 0.0209, -0.0381, -0.0132
Si, 3.8547, 9.5013, 35.5066, -0.0104, -0.0614, -0.0001
Si, 7.7684, 9.5793, 35.4638, 0.0044, -0.05, 0.0101
Si, 0, 0, 37.3898, 0.0663, 0.0204, -0.0072
Si, 3.8672, 0, 37.3898, -0.0122, -0.0809, 0.0865
Si, 7.7343, 0, 37.3898, -0.025, 0.0902, 0.0217
Si, 1.9336, 1.3673, 37.3898, 0.012, 0.0177, -0.1747
Si, 5.8008, 1.3673, 37.3898, -0.0582, -0.0014, 0.097
Si, 9.6679, 1.3673, 37.3898, 0.1258, -0.0359, -0.1635
Si, 0, 5.469, 37.3898, 0.0951, 0.064, -0.2774
Si, 3.8672, 5.469, 37.3898, 0.0141, 0.0518, -0.0886
Si, 7.7343, 5.469, 37.3898, -0.0182, 0.0967, 0.0052
Si, 1.9336, 6.8362, 37.3898, -0.1177, -0.1574, -0.1933
Si, 5.8008, 6.8362, 37.3898, 0.0784, -0.0408, 0.0142
Si, 9.6679, 6.8362, 37.3898, 0.0909, -0.08, 0.4743
Si, 1.9168, 2.7372, 6.7759, -0.0047, 0.0076, 0.0246
Si, 5.781, 2.7527, 6.7381, 0.0003, -0.0015, 0.0204
Si, 9.6506, 2.7349, 6.7829, -0.0005, 0.0028, 0.009
Si, -0.0241, 4.1061, 6.7866, -0.0177, -0.0123, 0.0183
Si, 3.8449, 4.1073, 6.7497, -0.0058, -0.0142, 0.0188
Si, 7.7241, 4.107, 6.7892, 0.0178, -0.0231, 0.0325
Si, 1.8967, 8.2221, 6.7592, -0.0154, 0.0137, 0.0112
Si, 5.7916, 8.2066, 6.7669, -0.0064, 0.0064, 0.0196
Si, 9.6601, 8.2096, 6.7695, 0.0101, 0.0033, 0.0174
Si, -0.0234, 9.5991, 6.7814, 0.0055, -0.0029, 0.0048
Si, 3.8527, 9.5702, 6.7709, 0.0015, -0.0074, 0.016
Si, 7.7209, 9.5732, 6.769, -0.0131, -0.009, 0.0124
Si, -0.021, 0.0459, 8.7258, -0.0096, 0.0346, 0.0461
Si, 3.8573, -0.0165, 8.7198, 0.0065, -0.0265, 0.0036
Si, 7.6912, 0.0308, 8.6845, 0.0282, 0.0154, -0.0049
Si, 1.9425, 1.377, 8.7247, -0.0103, -0.0287, 0.0335
Si, 5.7719, 1.4117, 8.6705, -0.0052, -0.0563, -0.0074
Si, 9.6178, 1.3786, 8.7386, -0.0007, -0.0297, 0.0174
Si, -0.0536, 5.437, 8.7642, -0.008, -0.0067, -0.0011
Si, 3.8071, 5.5242, 8.6386, -0.0189, 0.0215, 0.0257
Si, 7.7321, 5.475, 8.745, -0.0073, 0.0168, -0.0041
Si, 1.8569, 6.8409, 8.6797, -0.0053, -0.0297, -0.0018
Si, 5.7927, 6.8231, 8.696, 0.0193, -0.0537, 0.0547
Si, 9.6341, 6.859, 8.7186, -0.0224, -0.015, 0.0014
Si, 5.8317, 8.1667, 10.6389, 0.0389, 0.053, -0.0434
Si, 5.5042, 1.6121, 12.3137, -0.0681, 0.1791, 0.1865
Si, 11.7763, -2.0299, 17.4826, 0.0235, 0.0449, 0.021
Si, -5.2921, 7.1099, 27.5172, 0.0736, -0.0969, -0.0819
Si, 7.6363, -1.2417, 10.6626, 0.0508, 0.0263, -0.0547
Si, 11.4276, 5.2731, 12.5864, 0.0092, -0.0724, 0.0163
Si, -3.6955, 9.2501, 20.8719, 0.025, -0.0531, -0.0935
Si, 4.1106, 3.9909, 14.0325, -0.0221, 0.0353, -0.1076
Si, 5.7702, 2.9454, 10.4803, -0.0026, 0.0824, -0.0756
Si, -0.0647, 14.884, 10.6756, 0.0139, -0.0282, -0.0198
Si, 7.8611, 5.6161, 12.8421, 0.0653, -0.0635, 0.1475
Si, 1.9095, 12.0868, 12.5218, 0.0376, -0.0401, -0.0931
Si, -2.0222, -2.6318, 10.6043, -0.0108, 0.0335, -0.0375
Si, 5.4638, -2.1884, 19.0992, -0.0745, -0.0259, -0.0916
Si, 11.5363, -1.3369, 10.6465, -0.0446, -0.0511, 0.0302
Si, 3.8948, 5.6914, 12.5038, -0.0488, -0.0945, -0.0262
Si, 9.5524, 2.656, 10.754, 0.0168, 0.044, -0.0181
Si, 15.0066, 1.7401, 17.0663, -0.1719, -0.0498, -0.1376
Si, -1.7232, 3.2151, 17.9386, 0.1436, 0.0107, -0.0706
Si, -0.9726, 5.4748, 26.2845, 0.0069, -0.057, 0.0964
Si, 7.413, 0.1649, 12.6165, -0.0759, 0.0239, -0.0141
Si, 3.9453, 10.8134, 12.506, 0.0249, -0.0311, -0.0122
Si, 11.4729, 10.9125, 12.6425, 0.103, -0.1393, 0.045
Si, 13.4397, 8.144, 10.645, -0.0258, 0.0025, 0.0525
O, -8.3716, -3.3796, 28.5519, 0.0815, -0.0158, -0.1285
O, 5.6925, -1.7344, 17.5552, 0.0312, 0.0139, 0.0347
O, 6.3416, -4.8057, 22.1144, -0.0261, 0.0332, 0.0618
O, 17.4391, -11.2761, 15.4178, -0.0029, 0.0302, 0.2259
O, -12.6609, -15.7194, 19.3763, 0.0048, -0.0656, 0.038
O, 8.4245, -30.1071, 18.5586, -0.1326, -0.0677, 0.0638
O, -10.9798, 8.1314, 28.6467, -0.0538, 0.0274, -0.1239
O, -17.4062, 18.1168, 19.2401, -0.0058, -0.0093, 0.0492
O, 16.9805, -4.9975, 24.5447, 0.0068, 0.0207, -0.0746
O, 28.0425, -7.0624, 26.199, 0.0245, 0.0049, -0.0472
O, 1.9385, 12.5412, 17.7667, 0.0089, 0.02, 0.0194
O, 19.4455, -17.9937, 22.0562, -0.0283, -0.0204, -0.0138
O, 15.2505, 19.467, 26.0747, 0.0408, -0.0156, -0.0829
O, 9.6617, -9.0167, 21.6023, -0.0372, -0.0025, -0.0485
O, 23.4783, -11.3619, 17.1805, -0.0124, 0.015, -0.0055
O, 10.4415, -4.1716, 27.238, 0.0117, 0.0657, -0.1113
O, 1.0664, -4.0412, 23.0624, 0, -0.0015, 0.0221
O, -22.736, -31.1457, 26.7035, 0.0891, -0.062, -0.1948
O, 4.9737, 2.6725, 13.5307, 0.069, -0.0619, -0.1006
O, 50.9725, -9.5985, 28.6485, -0.1619, -0.0853, 0.0363
O, 9.4634, 13.2543, 14.1718, 0.0272, -0.0695, -0.0873
O, -7.0415, -33.3803, 30.4028, -0.062, 0.0928, 0.0286
O, -10.115, 19.2299, 18.2985, 0.0007, 0.0112, 0.006
O, -7.8377, 6.7602, 22.5709, 0.0956, -0.0479, 0.0049
Si, -3.6788, 20.4949, 31.7262, 0.1127, 0.0553, -0.1221
Si, 11.7874, -14.467, 24.3438, -0.0027, -0.0503, 0.0207
Si, 15.7542, -1.4906, 31.7443, 0.0153, 0.0883, -0.0902
Si, 13.5565, 2.7102, 10.6925, 0.0233, -0.0092, 0.007
Si, 8.1316, -9.6786, 27.4538, -0.2283, 0.1245, 0.1345
Si, 5.8772, 4.6083, 30.0729, -0.1461, -0.1474, -0.029
Si, 17.6823, 8.0772, 31.6005, -0.0435, -0.0928, 0.0491
Si, -1.9837, -7.0803, 14.7375, 0.0285, 0.0346, -0.0713
Si, 24.9483, -4.2393, 12.5768, 0.0643, 0.0619, 0.0358
Si, -4.709, -8.7777, 18.2624, 0.0771, 0.0243, -0.3262
Si, 3.8448, -12.4212, 10.6074, -0.0104, -0.0234, 0.0253
Si, 13.889, 8.8886, 19.6036, -0.0323, -0.0175, -0.0423
Si, -6.6031, -8.3334, 20.1408, -0.1341, 0.028, 0.145
Si, 3.2482, -17.6148, 26.2365, -0.0346, -0.0107, 0.0855
Si, 21.5314, 0.3539, 21.8764, 0.0352, -0.0487, -0.0037
Si, 5.7623, -11.1351, 17.0385, -0.0198, -0.1441, -0.1823
Si, 12.11, -9.7522, 17.0602, 0.1095, -0.0653, -0.0369
Si, 3.9349, -14.6237, 27.096, -0.0332, -0.0004, 0.1548
Si, 14.0066, 7.6657, 22.5326, -0.0959, 0.0024, -0.1142
Si, 13.6127, -8.883, 14.6313, 0.053, -0.0515, -0.1892
Si, 1.9163, 3.232, 20.6026, -0.0115, -0.0468, -0.0094
Si, 3.812, -6.6879, 10.5901, -0.0378, -0.0016, -0.0636
Si, -6.2671, 14.9826, 16.7368, -0.0244, 0.0063, -0.1136
Si, -2.1033, -14.5283, 18.9771, 0.0292, 0.0663, -0.098
Si, -0.7012, -28.223, 19.7577, -0.0161, 0.0384, 0.1005
Si, 12.8853, 0.363, 20.976, 0.0173, -0.063, -0.0979
Si, 12.4146, 14.0134, 27.5251, -0.0721, 0.0955, 0.3457
Si, 4.1306, -10.2925, 22.3581, -0.0621, -0.0071, -0.009
Si, 5.3023, -4.0907, 23.1674, -0.0678, -0.1249, 0.0172
Si, 29.2628, -1.8145, 23.3273, 0.0489, 0.0935, 0.0375
Si, 21.3792, -4.0103, 12.4886, 0.0168, 0.045, -0.0013
Si, 20.9793, 3.3909, 22.2205, 0.0845, 0.0568, 0.0445
Si, 21.0984, 1.345, 12.8048, -0.1256, 0.0523, 0.0725
Si, 5.8732, -3.9274, 12.7308, -0.0471, 0.2826, 0.1096
Si, 5.756, -22.9137, 13.925, -0.0186, 0.1481, -0.0579
Si, -0.9675, -25.1026, 28.551, -0.1118, -0.1834, 0.1319
Si, 7.7405, -17.6478, 10.7834, 0.0255, -0.0057, -0.0118
Si, 18.4659, -15.752, 18.6151, 0.0087, 0.1456, -0.072
Si, 6.7597, 4.7963, 21.2914, -0.0161, -0.0201, -0.0403
O, 18.8863, 8.2676, 26.8823, 0.0031, -0.0365, -0.0759
O, 10.9948, -0.3655, 30.2964, 0.0745, -0.0069, 0.0929
O, 5.934, -16.573, 17.5698, -0.0209, -0.0495, 0.0327
O, -1.2211, -2.4129, 18.2619, -0.0182, 0.007, 0.0136
O, -4.1893, 9.0025, 22.3988, -0.048, 0.0149, 0.016
O, -2.6684, -11.3651, 20.8538, -0.0088, 0.0368, -0.0063
O, 19.8486, -15.0749, 18.0129, -0.0275, -0.0571, 0.0409
O, -8.3781, -20.5516, 15.4895, -0.0205, 0.0108, 0.1063
O, -12.3104, 8.7336, 23.9771, -0.0368, 0.0739, -0.0058
O, 12.6335, 12.8071, 20.4545, -0.0024, -0.0029, 0.0204
O, 12.7911, 1.711, 24.1332, -0.0375, -0.0712, 0.056
O, 21.0232, 0.7992, 28.3619, 0.0911, -0.0046, -0.0617
O, 20.2743, -30.7204, 26.15, 0.0456, -0.053, -0.0529
O, -15.8096, 5.1923, 19.8416, -0.0065, -0.0695, 0.0337
O, 19.874, -33.3917, 30.2747, -0.0179, 0.0055, 0.0386
O, -4.353, 10.919, 26.9704, 0.0322, -0.1302, -0.0899
O, -17.7615, -28.9251, 21.0534, 0.0141, 0.0119, -0.0016
O, 26.5877, 3.0027, 19.8838, 0.0535, -0.0107, 0.0365
O, 3.9582, -40.4705, 17.2487, 0.0839, 0.0258, 0.1211
O, 28.1817, 12.1976, 21.0936, 0.0312, 0.0198, -0.0458
O, 21.1632, -29.4989, 23.8646, 0.0142, -0.0188, -0.0714
O, 18.0729, -29.9296, 16.8252, 0.0345, -0.0242, 0.0806
O, 2.0568, -24.7334, 21, 0.0034, -0.0476, 0.0575
O, 9.2513, 15.5844, 26.1549, -0.0528, -0.0067, -0.0402
O, -5.7987, -2.7022, 13.9269, -0.0079, -0.3123, -0.1723
O, 11.6675, -0.9363, 14.0417, -0.0319, 0.0203, -0.0954
O, 24.3718, -3.0085, 25.5563, 0.0081, 0.0594, -0.0121
O, 37.3602, -7.32, 14.5208, 0.0548, 0.0202, 0.0025
O, -4.9992, -1.3206, 24.7759, 0.0425, 0.0302, 0.0316
O, 11.7292, 4.4127, 26.8537, -0.0041, 0.0364, -0.1097
O, 38.6355, -9.1454, 23.5108, 0.0337, -0.0017, 0.0006
O, 27.1062, -12.8655, 19.4589, 0.0759, 0.0001, 0.022
O, -0.6211, -4.8545, 24.8125, 0.0234, 0.034, -0.0314
O, -1.3396, -14.0934, 13.8612, -0.0164, 0.0072, -0.0004
O, 9.8044, 9.1265, 28.411, -0.0058, -0.0136, -0.1185
O, 12.5627, -17.493, 19.8986, -0.0061, 0.003, 0.0286
O, -32.187, -28.9438, 24.7772, 0.0308, 0.0158, -0.0907
O, 7.0089, 22.4541, 17.7743, 0.0358, 0.0188, 0.0821
O, 8.7389, 7.9663, 20.2939, -0.0109, 0.0281, 0.0854
O, -24.4749, 4.3651, 21.312, 0.0117, -0.024, -0.0074
O, 9.5844, -21.8285, 23.4357, -0.0214, -0.0378, 0.0299
O, 27.6482, -10.3229, 17.6131, 0.0539, 0.0372, 0.089
O, 34.0539, -41.852, 17.7858, -0.0501, 0.0155, 0.042
O, 14.1619, -22.6847, 28.7332, 0.0052, 0.0832, -0.0786
O, -0.621, 15.4466, 14.0443, 0.051, 0.0103, -0.0576
O, 13.7179, -40.3163, 22.2305, -0.0031, 0.0548, 0.0027
O, -8.9715, -2.0265, 23.5975, 0.032, 0.0822, 0.0487
O, 28.2062, 15.5552, 15.2636, 0.0532, 0.0028, 0.0667
O, 12.2378, -20.0915, 15.5148, -0.0962, 0.0067, 0.1157
O, 41.3369, -34.1901, 20.0301, 0.0095, 0.0634, 0.0286
O, 37.2443, 14.344, 27.3932, 0.0264, -0.0308, -0.0684
O, 19.8905, -17.1652, 14.2174, -0.1, 0.0488, -0.1105
O, -1.8957, -7.0739, 16.3955, -0.043, -0.0418, -0.0361
O, 9.1978, -12.1226, 25.6894, 0.0316, -0.025, -0.0793
O, 53.5202, -7.0767, 24.8798, -0.0713, 0.023, -0.0641
O, 14.7943, -5.0678, 26.5546, 0.0236, 0.0487, -0.108
O, 6.7188, -38.0849, 26.7963, -0.0066, 0.1236, 0.0407
O, 13.0333, -3.2257, 13.8717, 0.035, -0.0063, -0.0816
O, -20.648, -20.6435, 30.3644, 0.0409, -0.0966, -0.0888
O, 7.1274, 2.149, 28.3898, 0.1207, -0.0533, -0.0791
O, 25.1042, -22.2751, 25.6189, 0.0603, 0.0108, -0.016
O, -8.9876, -21.6596, 21.9057, 0.0061, -0.0038, 0.0521
O, -6.6086, -33.4614, 22.8528, 0.0463, -0.0053, -0.0042
O, 1.5836, 10.347, 19.707, 0.0114, 0.0613, 0.0302
O, 11.4904, -21.98, 21.6757, -0.0152, 0.0131, 0.0156
O, 0.1129, 8.1809, 16.0379, -0.0091, -0.0197, -0.0336

Results
free energy: -175136.132 eV
free energy less fixed offsets of O -568.88, Si -635.61 eV per atom: 7.018 eV

The program warned: the cutoff lies below the one the program advises for these potential files; the forces do not sum to zero within the program's tolerance; the exchange-correlation potential is rough where the density is thin.
